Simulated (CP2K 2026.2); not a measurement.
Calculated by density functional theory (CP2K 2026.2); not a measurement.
Periodic cell of 654 atoms, Si398O256, from a study of silicon, its oxide and their interface. The atomic structure is a simulated model.
Doubt: the forces sum to 1.12 eV/angstrom along one axis rather than to zero, so they err by at least 0.0017 eV/angstrom per atom on average; the grid cutoff is modest.

Settings
functional: PBE
method: Gaussian and plane waves
basis set: DZVP-MOLOPT-SR-GTH
pseudopotentials: GTH-PBE
grid cutoff: 350 Ry, relative cutoff 50 Ry
k points: Gamma only
occupations: fixed
spin: none
net charge: 0

Cell vectors (angstrom)
a 16.4025 0 0
b 0 16.4025 0
c 0 0 42.6642

Atoms: element, x, y, z (angstrom)
Si 15.947 0.621 0.291
Si 2.332 3.053 42.66
Si 0.201 5.292 0.412
Si 2.446 8.585 0.043
Si 0.379 10.968 42.631
Si 3.541 12.992 42.494
Si 5.885 16.256 0.194
Si 7.927 2.921 0.077
Si 5.795 5.269 42.558
Si 7.841 8.515 42.383
Si 5.756 10.798 0.303
Si 8.157 14.039 0.24
Si 11.392 16.383 0.382
Si 13.774 2.753 0.667
Si 11.631 4.874 42.363
Si 13.829 8.612 42.642
Si 11.343 10.702 42.662
Si 13.407 13.882 0.323
Si 1.336 1.505 1.519
Si 4.107 4.153 1.229
Si 1.446 6.959 1.48
Si 4.178 9.524 1.438
Si 1.682 12.342 1.335
Si 4.171 14.98 1.176
Si 6.855 1.467 1.588
Si 9.747 4.085 1.142
Si 6.905 6.874 1.244
Si 9.564 9.556 1.151
Si 7.089 12.302 1.489
Si 9.625 15.258 1.571
Si 12.397 1.408 1.885
Si 15.176 4.148 1.819
Si 12.531 6.75 1.075
Si 15.238 9.771 1.416
Si 12.273 12.296 1.535
Si 15.094 15.11 1.433
Si 0.12 2.758 3.059
Si 2.769 16.373 2.645
Si 0.074 8.298 2.814
Si 2.852 5.541 2.744
Si 0.179 13.728 2.678
Si 2.86 10.941 2.808
Si 5.387 2.814 2.765
Si 8.247 0.141 2.931
Si 5.526 8.123 2.738
Si 8.354 5.514 2.584
Si 5.551 13.7 2.72
Si 8.382 10.884 2.78
Si 10.878 2.822 2.867
Si 13.783 16.348 3.005
Si 10.996 8.111 2.487
Si 13.701 5.592 2.833
Si 10.906 13.702 2.852
Si 13.757 10.986 2.79
Si 1.504 4.216 4.231
Si 4.088 1.357 4.1
Si 1.446 9.618 4.191
Si 4.183 6.838 4.179
Si 1.452 15.072 4.122
Si 4.217 12.328 4.152
Si 6.888 4.176 4.041
Si 9.592 1.467 4.292
Si 6.899 9.55 4.072
Si 9.656 6.856 4.05
Si 6.866 15.071 4.168
Si 9.612 12.294 4.21
Si 12.311 4.186 4.173
Si 15.106 1.375 4.329
Si 12.33 9.525 4.032
Si 15.08 6.941 4.184
Si 12.319 14.998 4.268
Si 15.15 12.371 4.112
Si 16.394 16.391 10.991
Si 2.714 2.713 11.005
Si 0.003 5.473 10.966
Si 2.736 8.205 10.991
Si 0.015 10.934 11.008
Si 2.726 13.653 11.003
Si 5.435 16.369 11.006
Si 8.163 2.728 10.998
Si 5.44 5.463 11.015
Si 8.18 8.208 11.003
Si 5.463 10.932 10.976
Si 8.17 13.657 10.982
Si 10.9 16.39 10.965
Si 13.652 2.733 10.966
Si 10.918 5.481 10.987
Si 13.666 8.219 10.996
Si 10.925 10.947 11.002
Si 13.664 13.666 11.002
Si 1.351 1.329 12.375
Si 4.064 4.08 12.379
Si 1.354 6.83 12.35
Si 4.098 9.58 12.356
Si 1.372 12.292 12.386
Si 4.064 15.009 12.392
Si 6.785 1.344 12.358
Si 9.525 4.117 12.336
Si 6.793 6.849 12.37
Si 9.532 9.592 12.357
Si 6.791 12.301 12.364
Si 9.52 15.034 12.345
Si 12.265 1.363 12.318
Si 15.035 4.093 12.317
Si 12.28 6.855 12.343
Si 15.035 9.577 12.369
Si 12.29 12.308 12.379
Si 15.031 15.028 12.371
Si 16.371 2.709 13.701
Si 2.669 16.334 13.777
Si 16.396 8.195 13.723
Si 2.681 5.442 13.736
Si 16.392 13.648 13.75
Si 2.75 10.933 13.753
Si 5.39 2.663 13.742
Si 8.123 16.367 13.727
Si 5.431 8.216 13.747
Si 8.141 5.459 13.716
Si 5.4 13.621 13.763
Si 8.137 10.927 13.731
Si 10.871 2.718 13.669
Si 13.621 16.399 13.691
Si 10.899 8.224 13.707
Si 13.66 5.464 13.658
Si 10.874 13.665 13.715
Si 13.671 10.941 13.746
Si 1.316 4.047 15.105
Si 4.015 1.292 15.15
Si 1.381 9.553 15.082
Si 4.036 6.839 15.074
Si 1.345 14.942 15.195
Si 4.065 12.275 15.21
Si 6.772 4.045 15.058
Si 9.479 1.374 15.049
Si 6.767 9.598 15.144
Si 9.477 6.888 15.049
Si 6.743 15 15.11
Si 9.494 12.298 15.078
Si 12.258 4.104 14.968
Si 14.983 1.358 15.052
Si 12.281 9.566 15.086
Si 15.015 6.803 15.054
Si 12.227 15.059 15.059
Si 15.024 12.311 15.139
Si 16.261 16.316 16.43
Si 2.627 2.652 16.522
Si 16.351 5.431 16.453
Si 2.697 8.179 16.49
Si 0.085 10.951 16.452
Si 2.696 13.567 16.689
Si 5.304 16.239 16.531
Si 8.092 2.671 16.454
Si 5.358 5.398 16.369
Si 8.113 8.216 16.492
Si 5.437 10.927 16.622
Si 8.109 13.633 16.456
Si 10.849 0.041 16.41
Si 13.607 2.778 16.358
Si 10.887 5.486 16.283
Si 13.631 8.138 16.422
Si 10.888 10.954 16.421
Si 13.567 13.696 16.438
Si 1.219 1.187 17.827
Si 4.046 4.061 17.82
Si 1.378 6.727 17.824
Si 4.03 9.509 17.966
Si 1.316 12.191 18.088
Si 4.074 14.885 18.137
Si 6.67 1.23 17.806
Si 9.49 4.191 17.632
Si 6.665 6.764 17.735
Si 9.566 9.585 17.81
Si 6.821 12.348 18.007
Si 9.465 15.047 17.752
Si 12.197 1.487 17.735
Si 14.894 4.132 17.801
Si 12.172 6.781 17.764
Si 15.143 9.486 17.646
Si 12.227 12.326 17.795
Si 14.831 15.083 17.857
Si 16.165 2.59 19.023
Si 2.513 16.244 19.336
Si 0.056 8.149 19.112
Si 2.716 5.375 19.271
Si 16.066 13.601 19.176
Si 2.832 10.779 19.647
Si 5.346 2.621 19.155
Si 8.058 16.297 19.153
Si 5.367 8.024 19.229
Si 8.077 5.436 19.001
Si 5.559 13.563 19.723
Si 8.325 10.986 19.242
Si 10.824 2.926 19.017
Si 13.434 0.18 19.239
Si 10.77 8.073 19.168
Si 13.483 5.502 19.248
Si 10.866 13.837 19.193
Si 13.63 10.735 18.838
Si 1.323 3.738 20.29
Si 3.588 1.62 20.477
Si 1.656 8.934 20.771
Si 3.975 6.75 20.835
Si 0.976 14.86 20.608
Si 4.784 11.625 21.114
Si 7.208 3.63 20.286
Si 9.413 1.478 20.119
Si 6.884 9.458 20.282
Si 8.904 7.144 20.447
Si 7.27 14.841 21.002
Si 9.505 12.629 20.682
Si 12.095 4.11 20.704
Si 14.45 1.891 20.62
Si 12.528 9.214 20.217
Si 14.788 7.141 20.408
Si 11.608 15.727 20.535
Si 14.571 12.157 20.383
Si 15.624 0.093 22.753
Si 0.007 5.584 25.147
Si 2.201 4.382 27.071
Si 16.324 10.601 22.62
Si 12.264 14.797 26.183
Si 4.071 12.399 24.223
Si 4.64 1.816 23.263
Si 5.636 4.759 22.78
Si 16.385 7.048 28.633
Si 15.837 5.214 22.416
Si 1.503 13.132 23.117
Si 7.971 8.652 28.632
Si 12.732 15.871 23.415
Si 10.2 5.712 22.897
Si 13.648 4.927 24.445
Si 12.039 11.622 22.031
Si 10.369 0.328 27.933
Si 14.542 3.469 30.701
Si 1.238 8.08 25.876
Si 4.025 16.192 27.737
Si 15.011 16.299 29.39
Si 6.539 6.165 27.437
Si 6.499 10.805 30.275
Si 11.954 7.593 24.583
Si 7.034 16.325 23.978
Si 14.394 11.387 29.652
Si 12.141 2.135 24.845
Si 1.492 16.361 29.47
Si 1.461 15.298 32.34
Si 13.782 12.251 26.619
Si 3.747 7.085 26.93
Si 6.919 13.435 29.009
Si 3.009 1.771 25.799
Si 2.975 9.601 28.672
Si 11.835 1.9 29.974
Si 5.442 15.865 35.459
Si 9.044 1.726 25.521
Si 13.6 10.318 24.29
Si 10.396 8.274 27.308
Si 14.031 0.683 26.813
Si 13.78 5.962 29.278
Si 11.048 15.592 30.569
Si 0.121 13.534 25.562
Si 1.081 3.011 29.789
Si 8.376 15.314 35.011
Si 2.077 10.997 26.022
Si 9.105 12.108 30.493
Si 7.986 7.052 33.995
Si 11.352 12.27 35.014
Si 9.373 3.622 30.299
Si 7.919 4.674 24.994
Si 3.963 0.313 32.831
Si 13.547 14.083 30.651
Si 0.157 9.502 30.075
Si 14.885 16.087 32.358
Si 0.347 0.188 25.559
Si 5.78 14.241 26.127
Si 3.925 10.279 31.44
Si 5.176 4.889 29.973
Si 2.118 5.566 30.616
Si 2.962 7.552 32.928
Si 6.434 2.158 36.189
Si 5.496 5.789 32.832
Si 13.677 13.826 40.008
Si 13.033 8.684 30.661
Si 10.918 5.737 29.152
Si 0.56 8.212 34.8
Si 12.249 6.18 36.643
Si 16.183 11.026 34.117
Si 6.702 2.449 30.739
Si 14.643 2.482 36.498
Si 5.698 16.001 30.369
Si 8.118 13.399 37.538
Si 11.434 3.97 34.399
Si 10.514 9.577 29.759
Si 9.545 7.694 36.643
Si 10.1 13.976 32.871
Si 9.485 1.774 35.72
Si 14.938 3.705 39.015
Si 10.026 5.73 32.124
Si 2.312 12.356 33.145
Si 15.243 8.832 32.641
Si 14.068 2.399 33.561
Si 0.123 13.03 40.158
Si 3.93 11.007 35.57
Si 4.838 5.836 39.648
Si 2.885 12.63 39.418
Si 2.692 1.563 39.775
Si 11.894 16.272 40.152
Si 6.404 9.32 35.116
Si 11.759 1.948 37.79
Si 5.004 13.392 37.259
Si 14.739 8.172 36.718
Si 16.386 1.295 38.473
Si 12.27 12.223 37.794
Si 13.984 11.047 35.767
Si 15.793 6.149 40.321
Si 5.463 2.918 33.24
Si 2.274 7.447 39.838
Si 6.006 8.246 38.049
Si 8.876 10.784 36.008
Si 5.37 2.796 38.799
Si 7.245 1.032 40.527
Si 8.635 8.268 39.413
Si 11.259 10.013 39.668
Si 9.091 14.84 40.087
Si 11.998 4.559 39.299
Si 0.887 15.881 40.388
Si 13.954 8.324 39.654
Si 3.263 9.788 38.242
O 0.293 0.467 41.509
O 1.287 12.758 39.028
O 1.212 4.231 42.259
O 2.744 2.416 41.171
O 15.627 6.005 41.934
O 16.055 4.714 39.604
O 2.919 7.919 41.266
O 3.262 6.221 39.366
O 1.364 9.725 42.148
O 2.218 8.631 38.703
O 3.068 13.225 40.922
O 3.209 11.042 39.278
O 5.878 0.607 41.353
O 6.848 14.959 42.507
O 8.284 1.899 41.467
O 6.882 4.076 42.095
O 5.264 6.092 41.209
O 5.054 4.239 39.464
O 8.33 7.741 40.953
O 9.783 9.381 39.603
O 6.712 9.744 42.028
O 4.756 11.874 42.162
O 8.96 13.949 41.456
O 7.401 10.59 35.347
O 11.493 0.684 41.527
O 12.209 14.982 0.081
O 14.73 1.683 42.479
O 12.785 3.667 42.363
O 11.291 5.032 40.709
O 11.292 10.951 41.013
O 14.482 8.893 41.101
O 12.466 9.518 0.086
O 11.411 10.97 38.365
O 16.355 11.809 41.241
O 13.702 13.184 41.51
O 0.128 4.237 21.334
O 0.906 4.999 26.331
O 4.357 1.079 21.841
O 2.42 2.707 21.048
O 0.661 9.262 22.065
O 15.608 11.405 21.404
O 2.792 7.824 21.363
O 0.808 7.688 27.393
O 3.399 1.49 24.258
O 16.324 15.74 21.5
O 2.861 13.484 23.963
O 4.586 11.973 22.738
O 4.672 5.995 22.198
O 6.695 4.432 21.607
O 10.47 0.497 21.004
O 8.342 2.522 20.946
O 5.942 10.407 21.29
O 7.912 8.369 21.067
O 9.169 6.231 21.774
O 9.297 5.092 24.155
O 8.383 13.651 21.352
O 7.103 15.609 22.496
O 10.527 12.254 21.957
O 13.594 10.824 25.846
O 11.264 4.682 22.103
O 13.221 2.935 21.055
O 15.097 1.492 22.092
O 13.677 8.257 20.992
O 11.871 10.117 21.421
O 12.83 6.258 24.903
O 15.677 6.684 21.739
O 13.959 12.522 30.729
O 12.161 15.297 22.022
O 13.136 12.536 21.191
O 12.648 11.414 23.531
O 14.36 15.684 23.398
O 0.333 0.292 23.925
O 14.104 0.854 28.428
O 2.953 3.372 26.048
O 1.675 3.554 28.359
O 14.926 4.977 25.462
O 15.149 10.289 23.728
O 1.695 1.506 29.99
O 14.089 11.925 28.164
O 1.704 13.784 21.644
O 2.68 10.69 27.505
O 12.444 13.21 26.529
O 5.985 1.169 23.901
O 6.599 15.257 25.142
O 6.571 5.012 24.107
O 11.335 1.569 28.433
O 3.19 5.622 27.381
O 0.433 15.043 26.113
O 7.623 5.495 26.395
O 5.333 6.898 26.572
O 0.216 13.727 23.93
O 1.195 11.528 23.093
O 8.848 8.871 27.227
O 11.069 8.111 25.847
O 4.729 3.435 23.08
O 11.482 12.926 36.535
O 14.303 4.889 22.937
O 12.953 8.82 24.182
O 0.467 5.08 23.671
O 7.295 7.2 28.434
O 15.985 11.002 29.787
O 11.083 15.572 27.003
O 15.843 2.994 29.816
O 15.117 0.458 30.918
O 3.622 8.216 28.11
O 2.811 7.614 25.673
O 4.09 1.146 26.839
O 5.254 13.018 25.166
O 3.24 9 32.196
O 10.29 11.181 29.874
O 5.846 5.142 28.505
O 15.075 6.119 28.257
O 3.367 11.155 25.029
O 6.792 9.687 29.086
O 10.54 2.186 25.073
O 9.98 15.935 29.342
O 9.698 12.864 31.78
O 10.964 7.086 23.39
O 8.445 0.605 24.479
O 1.647 9.331 29.537
O 14.418 14.783 29.45
O 11.965 14.264 30.254
O 12.676 3.642 24.575
O 1.151 9.693 25.589
O 4.373 16.263 34.329
O 12.073 0.46 30.71
O 1.598 1.045 26.104
O 14.75 3.142 32.286
O 15.037 13.046 25.955
O 1.067 6.25 29.554
O 4.456 14.947 26.778
O 8.656 6.929 35.494
O 11.214 9.316 28.279
O 1.561 4.061 30.953
O 13.179 2.778 30.132
O 8.023 2.845 29.88
O 14.338 5.088 30.543
O 3.611 5.346 29.994
O 6.798 15.463 34.669
O 8.112 3.086 25.439
O 8.501 13.084 29.31
O 0.155 7.227 24.995
O 12.015 14.982 24.582
O 1.463 15.288 30.7
O 12.428 5.247 28.681
O 6.706 13.761 27.403
O 12.897 1.653 26.201
O 13.188 7.422 29.664
O 10.408 6.825 28.063
O 9.883 4.479 29.002
O 14.188 0.767 33.365
O 2.186 6.53 31.919
O 15.447 1 26.104
O 13.682 15.523 26.527
O 6.678 0.831 30.717
O 13.892 14.809 32.082
O 9.108 8.725 29.82
O 7.903 11.158 31.03
O 4.363 1.875 32.659
O 6.008 12.148 29.455
O 5.007 0.048 28.977
O 8.876 14.307 33.86
O 11.463 9.004 30.957
O 6.874 5.892 33.706
O 13.85 8.311 32.016
O 12.138 0.905 38.95
O 11.1 7.304 36.344
O 9.988 11.36 34.956
O 9.17 1.014 27.02
O 13.578 10.039 29.962
O 2.028 7.654 34.301
O 15.782 7.763 33.742
O 9.002 4.588 31.562
O 12.432 1.07 23.643
O 3.933 10.235 29.798
O 0.109 9.069 31.634
O 0.067 16.276 28.691
O 2.24 13.968 32.906
O 16.33 15.509 32.89
O 2.346 0.186 32.783
O 5.389 3.266 30.173
O 4.763 4.382 33.216
O 15.693 8.343 29.333
O 3.125 11.618 31.937
O 4.447 6.962 33.273
O 4.76 14.671 36.305
O 8.525 14.548 36.448
O 6.7 2.022 39.349
O 1.173 12.37 26.078
O 10.18 2.998 34.867
O 2.568 15.878 28.363
O 6.513 14.643 30.032
O 5.851 5.75 31.217
O 9.172 0.35 34.953
O 13.088 2.057 36.821
O 11.307 13.398 33.831
O 14.93 3.841 37.375
O 10.996 5.047 33.255
O 10.874 6.179 30.766
O 10.593 2.633 30.746
O 0.708 9.846 34.775
O 16.292 7.781 36.258
O 15.35 11.822 35.274
O 13.723 6.898 36.49
O 14.991 10.337 33.228
O 14.88 2.772 34.929
O 15.134 13.412 39.39
O 4.654 15.821 31.625
O 4.083 1.811 38.982
O 6.814 2.87 32.319
O 7.122 8.451 33.93
O 4.912 9.937 34.791
O 8.064 16.122 39.993
O 5.934 2.563 34.725
O 5.872 0.649 36.502
O 11.254 3.33 38.51
O 9.17 6.929 32.857
O 5.558 10.393 31.574
O 9.387 9.324 36.544
O 13.296 15.407 40.196
O 12.543 13.262 38.996
O 0.061 16.144 38.977
O 10.62 15.317 39.858
O 10.394 15.353 32.038
O 15.781 1.364 36.953
O 12.544 2.942 33.775
O 12.059 4.871 35.652
O 0.734 11.953 33.211
O 3.038 11.898 34.544
O 13.697 11.644 37.259
O 12.685 11.347 34.817
O 15.335 2.167 39.388
O 2.447 16.362 40.136
O 0.611 14.388 40.942
O 4.88 12.015 36.416
O 14.366 6.735 39.76
O 4.745 9.175 38.412
O 5.747 6.711 38.581
O 2.995 10.228 36.686
O 3.867 13.465 38.425
O 5.693 3.146 37.243
O 1.479 1.956 38.709
O 10.509 1.385 36.927
O 8.827 13.763 38.926
O 7.248 8.922 38.856
O 6.269 8.335 36.439
O 9.117 7.247 38.189
O 8.053 2.299 36.312
O 12.375 8.792 39.601
O 8.647 11.904 37.169
O 6.514 13.417 37.85
O 12.053 5.771 38.213
O 14.207 9.428 35.816
O 13.496 4.032 39.656
O 0.716 7.027 39.995
O 14.71 8.749 38.265
Si 0.088 16.376 5.585
Si 2.794 2.743 5.541
Si 0.042 5.539 5.538
Si 2.796 8.215 5.528
Si 0.05 10.981 5.523
Si 2.795 13.684 5.499
Si 5.471 0.031 5.509
Si 8.165 2.826 5.54
Si 5.552 5.473 5.512
Si 8.258 8.198 5.456
Si 5.554 10.919 5.489
Si 8.211 13.671 5.531
Si 10.962 0.029 5.578
Si 13.674 2.79 5.553
Si 10.946 5.524 5.532
Si 13.67 8.256 5.522
Si 11.002 10.89 5.484
Si 13.739 13.641 5.554
Si 1.421 1.385 6.92
Si 4.166 4.113 6.887
Si 1.41 6.878 6.909
Si 4.158 9.587 6.875
Si 1.417 12.332 6.888
Si 4.124 15.055 6.885
Si 6.823 1.407 6.888
Si 9.561 4.16 6.898
Si 6.889 6.859 6.87
Si 9.6 9.563 6.857
Si 6.862 12.296 6.891
Si 9.57 15.047 6.901
Si 12.321 1.404 6.925
Si 15.067 4.151 6.893
Si 12.315 6.881 6.898
Si 15.056 9.617 6.881
Si 12.339 12.27 6.884
Si 15.081 15.025 6.922
Si 0.015 2.749 8.253
Si 2.757 16.399 8.276
Si 0.013 8.237 8.252
Si 2.768 5.472 8.248
Si 0.033 13.658 8.28
Si 2.767 10.941 8.243
Si 5.471 2.739 8.288
Si 8.183 0.015 8.249
Si 5.498 8.203 8.244
Si 8.202 5.498 8.282
Si 5.474 13.665 8.243
Si 8.23 10.925 8.241
Si 10.917 2.765 8.259
Si 13.686 0.001 8.26
Si 10.937 8.22 8.269
Si 13.678 5.501 8.256
Si 10.948 13.653 8.237
Si 13.691 10.94 8.282
Si 1.386 4.106 9.617
Si 4.102 1.363 9.647
Si 1.386 9.588 9.621
Si 4.115 6.844 9.622
Si 1.38 15.035 9.639
Si 4.106 12.31 9.621
Si 6.824 4.12 9.641
Si 9.543 1.383 9.616
Si 6.847 9.576 9.615
Si 9.563 6.862 9.638
Si 6.818 15.037 9.617
Si 9.57 12.305 9.619
Si 12.296 4.127 9.615
Si 15.046 1.373 9.619
Si 12.301 9.586 9.636
Si 15.043 6.867 9.62
Si 12.302 15.029 9.615
Si 15.054 12.305 9.647

Results
total energy: -154804.188 eV
total energy less fixed offsets of O -438.35, Si -107.03 eV per atom: 11.352 eV

Forces (eV/angstrom) on atoms 8 to 291 of the 654, counted in the order above; the others are left out for length: element, x, y, z
Si 0.119 0.007 -0.187
Si -0.119 0.016 0.145
Si -0.024 0.061 0.178
Si 0.164 0.031 -0.314
Si 0.163 0.164 -0.253
Si -0.069 -0.022 -0.414
Si 0.154 -0.156 -0.49
Si -0.023 -0.133 0.037
Si -0.022 -0.177 0.261
Si -0.259 0.098 0.047
Si -0.006 -0.047 -0.043
Si -0.102 0.09 -0.167
Si -0.016 -0.019 -0.238
Si 0.013 -0.002 -0.208
Si -0.29 -0.097 -0.079
Si 0.103 -0.053 -0.323
Si 0.094 -0.149 -0.121
Si 0.079 -0.035 -0.048
Si -0.093 -0.069 -0.123
Si 0.018 -0.028 -0.24
Si 0.028 0.018 -0.297
Si -0.094 0.123 -0.132
Si 0.129 0.02 -0.189
Si -0.055 -0.113 -0.148
Si 0.059 -0.024 -0.097
Si 0.234 0.055 -0.319
Si 0.197 0.044 -0.306
Si -0.047 -0.091 -0.214
Si -0.064 0.107 -0.234
Si 0.105 0.032 0.292
Si 0.024 -0.077 -0.09
Si -0.165 0.093 0.141
Si 0.038 -0.07 0.024
Si -0.033 -0.089 -0.021
Si -0.082 -0.093 0.189
Si -0.095 0.021 0.121
Si -0.007 0.038 0.201
Si 0.028 -0.088 0.077
Si 0 -0.083 -0.006
Si 0.131 0.057 0.063
Si 0.049 -0.046 -0.033
Si -0.118 0.132 0.096
Si 0.066 -0.192 0.29
Si 0.115 0.078 0.063
Si -0.141 0.09 0.077
Si 0.117 0.121 0.116
Si -0.081 -0.085 0.275
Si -0.089 -0.102 -0.032
Si 0.071 0.102 -0.047
Si 0.081 0.014 -0.065
Si 0.041 -0.036 -0.011
Si -0.045 -0.01 0.019
Si -0.101 0.091 -0.115
Si 0.016 -0.021 -0.222
Si -0.068 -0.024 -0.025
Si 0.008 0.003 0.01
Si 0.031 -0.016 -0.174
Si -0.091 -0.024 -0.098
Si 0.023 -0.033 -0.005
Si -0.001 0.04 -0.053
Si 0.076 -0.132 -0.035
Si 0.024 -0.047 -0.268
Si -0.073 0.035 -0.018
Si 0.097 0.015 -0.148
Si -0.02 -0.048 -0.15
Si 0 0.029 0.01
Si 0.009 -0.001 0.013
Si -0.002 0.028 -0.013
Si -0.009 0.003 0.003
Si 0.015 -0.003 -0.001
Si -0.002 0.023 0.008
Si 0.022 0.034 0.004
Si 0.002 0.036 0.002
Si 0.008 0.015 -0.002
Si 0.041 -0.008 0.007
Si 0.019 0.001 -0.005
Si 0.015 0.049 0
Si 0.009 0.02 -0.002
Si 0.01 -0.001 0.001
Si 0.005 0.001 -0.007
Si -0.033 0.013 -0.001
Si -0.005 0.014 -0.003
Si 0.014 0.003 0.012
Si -0.047 -0.001 -0.003
Si -0.029 -0.016 0.002
Si -0.018 -0.066 -0.006
Si 0.018 0.012 -0.012
Si -0.063 -0.006 -0.001
Si -0.007 -0.029 0.011
Si 0.006 -0.02 -0.004
Si 0.02 -0.026 -0.009
Si 0.014 -0.008 -0.002
Si 0.022 -0.022 -0.003
Si -0.027 -0.058 -0.005
Si 0.01 -0.038 -0.002
Si -0.01 -0.025 -0.011
Si -0.043 -0.001 -0.013
Si 0.037 -0.006 0.009
Si 0.016 -0.008 -0.012
Si 0.003 0.008 0
Si 0.005 0.043 -0.003
Si 0.042 -0.019 -0.001
Si 0.011 0.076 0.01
Si -0.074 0.061 0.013
Si -0.029 0.064 -0.004
Si 0.037 -0.058 0.012
Si 0.01 -0.041 0.004
Si 0.065 0.011 0.02
Si -0.01 0.082 0.021
Si -0.011 -0.006 0.005
Si 0.025 -0.012 0.01
Si 0.042 0.059 0.001
Si 0.037 0.022 -0.004
Si -0.01 0.027 0.001
Si -0.013 0.008 0.006
Si -0.068 0.02 0.003
Si 0.032 -0.022 -0.022
Si 0.005 0.048 0.008
Si -0.025 -0.068 0.032
Si -0.073 -0.017 0.053
Si -0.062 -0.054 0.055
Si 0.018 -0.029 -0.013
Si 0.004 -0.068 -0.034
Si -0.11 -0.029 0.077
Si -0.003 -0.082 0.119
Si -0.075 0.005 0.008
Si 0.068 -0.058 -0.029
Si 0.001 0.005 0.041
Si 0.061 0.007 0.011
Si -0.004 -0.085 0.001
Si -0.027 -0.055 0
Si 0.018 -0.006 0.002
Si -0.005 0.04 0.049
Si 0.073 0.095 0.037
Si -0.023 -0.066 0.021
Si -0.043 0.003 0.007
Si 0.073 0.114 0.016
Si 0.184 0.019 -0.066
Si -0.006 -0.035 0.051
Si -0.008 0.006 0.004
Si 0.015 0.07 0.138
Si -0.095 -0.059 -0.018
Si -0.038 0.084 -0.051
Si 0.156 0.095 0.013
Si -0.09 0.029 0.094
Si -0.05 0.087 -0.013
Si 0.071 -0.07 0.006
Si -0.064 0.027 0.088
Si -0.023 0.09 0.125
Si -0.009 0.006 0.14
Si -0.087 -0.05 0.14
Si 0.021 -0.05 0.032
Si 0.032 -0.004 0.026
Si -0.054 -0.029 -0.04
Si 0.062 -0.029 -0.03
Si -0.106 -0.086 -0.198
Si 0.109 0.051 -0.065
Si -0.062 -0.038 -0.098
Si -0.134 0.048 0.005
Si 0.086 -0.16 0.203
Si 0.067 -0.047 0.144
Si -0.064 -0.028 -0.155
Si 0.076 0.128 -0.158
Si -0.096 -0.102 -0.157
Si 0.043 0.053 0.008
Si 0.123 0.016 0.02
Si 0.087 -0.114 -0.19
Si 0.115 0.081 -0.144
Si -0.053 0.101 -0.02
Si -0.025 -0.055 -0.012
Si 0.14 -0.082 -0.087
Si -0.217 0.152 0.076
Si -0.214 0.249 0.066
Si -0.025 0.156 0.421
Si -0.074 0.104 0.118
Si 0.052 0.045 0.248
Si -0.044 -0.011 0.288
Si 0.013 -0.138 0.165
Si -0.013 -0.206 0.259
Si 0.026 0.012 0.198
Si -0.111 -0.137 0.328
Si -0.076 -0.014 0.205
Si -0.003 0.005 0.162
Si 0.076 -0.039 0.136
Si -0.029 0.165 0.245
Si 0.182 0.03 0.325
Si -0.056 0.122 0.456
Si -0.025 0.079 0.266
Si 0.171 -0.05 0.374
Si -0.107 -0.044 0.197
Si -0.024 0.153 0.1
Si -0.126 -0.052 0.074
Si -0.074 0.1 0.244
Si -0.015 0.158 -0.343
Si -0.021 -0.127 -0.053
Si -0.021 0.026 -0.064
Si -0.091 -0.025 -0.174
Si 0.107 -0.28 0.425
Si -0.08 0.082 0.346
Si 0.177 -0.046 0.18
Si 0.117 0.065 0.039
Si -0.018 0.325 -0.071
Si 0.209 -0.104 -0.41
Si -0.179 0.124 -0.126
Si 0.081 -0.296 -0.492
Si -0.038 -0.142 0.312
Si -0.048 0.091 0.031
Si 0.195 0.149 -0.05
Si -0.25 -0.262 -0.085
Si 0.088 0.081 0.092
Si -0.135 -0.019 0.071
Si -0.076 -0.109 -0.254
Si -0.343 -0.071 0.115
Si 0.084 -0.025 0.159
Si -0.098 0.147 0.27
Si 0.051 -0.021 0.243
Si 0.084 0.034 -0.128
Si -0.113 -0.155 -0.247
Si 0.208 -0.05 0.099
Si -0.184 0.433 0.168
Si -0.006 0.054 -0.136
Si -0.136 0.204 0.211
Si -0.009 -0.079 0.158
Si 0.101 0.004 0.293
Si 0.079 -0.101 -0.046
Si -0.021 0.048 -0.32
Si -0.026 -0.029 -0.005
Si -0.18 0.058 -0.253
Si -0.009 0.055 -0.228
Si -0.127 -0.005 -0.144
Si 0.11 -0.05 -0.274
Si 0.006 -0.028 0.035
Si 0.231 -0.031 0.055
Si 0.156 0.063 0.084
Si 0.016 0.095 -0.293
Si -0.015 -0.008 0.044
Si 0.006 0.03 -0.169
Si -0.067 0.018 -0.045
Si -0.049 0.042 -0.15
Si -0.115 0.055 -0.26
Si -0.079 0.017 -0.263
Si -0.078 -0.024 -0.022
Si -0.036 0.1 -0.432
Si -0.072 0.013 -0.258
Si 0.124 -0.011 0.281
Si 0.003 0.094 -0.077
Si -0.095 -0.126 0.217
Si 0.242 -0.05 -0.286
Si -0.013 0.052 -0.243
Si 0.022 -0.058 -0.228
Si -0.053 0.018 -0.169
Si -0.03 0.004 0.112
Si -0.032 0.013 -0.176
Si 0.052 0.033 0.319
Si -0.174 0 0.008
Si -0.036 -0.01 -0.066
Si 0.057 0.132 0.194
Si 0.005 0.021 0.27
Si 0.062 -0.016 -0.136
Si 0.117 -0.305 0.007
Si 0.213 0.013 0.106
Si -0.022 0.085 -0.16
Si -0.059 0.167 -0.161
Si -0.011 0.055 -0.053
Si -0.104 -0.116 0.033
Si -0.111 0.112 -0.046
Si 0.022 -0.104 0.062
Si 0.07 0.068 -0.061
Si -0.029 0.066 -0.107
Si 0.009 0.016 0.091
Si -0.077 0.062 0.273
Si 0.022 -0.055 0.014
Si -0.158 0.224 -0.237
Si 0.08 0.028 -0.043
Si -0.014 -0.053 -0.119
Si -0.105 -0.031 0.267
Si -0.055 -0.013 -0.069
Si 0.024 0.068 0.255
Si 0.02 0.102 0.043
Si 0.094 -0.064 0.238
Si -0.171 -0.046 -0.106
Si -0.171 -0.021 -0.071
Si 0.028 0.071 0.25
Si -0.036 0.066 -0.11
